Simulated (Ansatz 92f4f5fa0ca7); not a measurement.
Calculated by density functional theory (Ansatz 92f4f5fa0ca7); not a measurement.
Periodic cell of 251 atoms, Si165O86, from a study of silicon, its oxide and their interface. The atomic structure is a simulated model.
Doubt: the cutoff is far below the 930 eV that the study's wrapper takes by default for these files, so forces and energies are approximate.
This geometry differs little from another in the collection (a relaxation step or a small displacement).

Settings: functional PBE; potential files Ansatz PAW; basis plane waves; wave-function cutoff 580 eV; density cutoff ratio 5; exchange-correlation grid ratio 1; k mesh 1 x 1 x 1, Gamma-centred; self-consistency stop 5e-08 eV per atom in the density residual; occupations fixed; spin none; net charge 0.

Cell vectors (angstrom)
a 10.938 0 0
b 0 10.938 0
c 0 0 37.4164

Atoms and the computed forces on them: element, x, y, z (angstrom), force x, y, z (eV/angstrom)
Si 0 0 0.683 0.0184 -0.0161 -0.0732
Si 5.469 0 0.683 -0.0405 0.0723 0.045
Si 2.7345 2.7345 0.683 -0.0121 0.0167 0.0777
Si 8.2035 2.7345 0.683 -0.0373 0.0878 -0.0645
Si 0 5.469 0.683 0.0233 -0.0209 0.052
Si 5.469 5.469 0.683 -0.0332 -0.0252 -0.0573
Si 2.7345 8.2035 0.683 -0.0475 0.0254 -0.0773
Si 8.2035 8.2035 0.683 0.0578 0.045 0.0506
Si 1.3673 1.3673 2.0503 -0.1982 -0.1839 0.0686
Si 6.8362 1.3673 2.0503 0.131 0.1804 -0.1085
Si 4.1018 4.1018 2.0503 0.2184 0.1919 -0.0945
Si 9.5708 4.1018 2.0503 -0.2548 -0.1357 -0.0868
Si 1.3673 6.8362 2.0503 0.0386 0.34 -0.1318
Si 6.8362 6.8362 2.0503 -0.0875 -0.1099 0.1832
Si 4.1018 9.5708 2.0503 -0.2126 -0.1931 -0.0802
Si 9.5708 9.5708 2.0503 0.0712 0.1752 -0.0198
Si 2.7345 0 35.3649 0.0657 -0.0741 0.1471
Si 8.2035 0 35.3649 -0.0593 0.1722 -0.1335
Si 0 2.7345 35.3649 0.0087 0.041 0.0719
Si 5.469 2.7345 35.3649 0.0302 0.0543 0.0102
Si 2.7345 5.469 35.3649 0.2739 -0.1318 -0.1145
Si 8.2035 5.469 35.3649 -0.2328 0.2354 0.0405
Si 0 8.2035 35.3649 0.0826 -0.0782 -0.0154
Si 5.469 8.2035 35.3649 0.1412 -0.1383 -0.061
Si 4.1018 1.3673 36.7322 -0.0404 0.0067 -0.0015
Si 9.5708 1.3673 36.7322 -0.0232 0.0486 0.0165
Si 1.3673 4.1018 36.7322 0.0193 -0.0496 -0.0028
Si 6.8362 4.1018 36.7322 0.0365 -0.0316 0.0015
Si 4.1018 6.8362 36.7322 0.0121 -0.0337 0.0096
Si 9.5708 6.8362 36.7322 -0.04 0.0166 0.0133
Si 1.3673 9.5708 36.7322 0.0517 -0.0165 -0.0007
Si 6.8362 9.5708 36.7322 0.0103 -0.0733 0.0012
Si 4.7125 2.0841 29.26 -0.0009 0.0162 0.0161
Si 7.436 2.1652 22.7774 0.0052 -0.0045 0.0084
Si 5.3313 0.6372 24.4299 -0.0049 -0.0054 -0.002
Si 9.4278 2.7341 27.0472 0.0081 0.0008 -0.0307
Si -2.9178 0.106 20.5367 0.0017 -0.0049 -0.0061
Si 3.3522 0.8129 17.3315 0.0011 0.0021 -0.0027
Si 2.3854 3.9227 26.7669 0.0042 -0.0107 0.0234
Si 12.3535 10.6954 24.7864 0.0001 0.003 -0.0051
Si -3.7594 -4.0058 28.375 0.0057 -0.0072 -0.0132
Si 2.5823 -2.3833 26.7382 -0.0016 -0.0129 -0.0017
Si 4.3307 4.7997 25.5466 -0.0269 0.022 -0.0022
Si 13.8374 4.8174 20.2189 0.0029 -0.002 -0.0001
Si 4.1028 6.8719 31.1444 0.003 0.0083 0.0109
Si 5.9371 11.9133 13.4877 -0.0147 -0.0093 0.012
Si 5.3969 8.5484 23.55 -0.0071 -0.0067 0.0128
Si 11.783 13.0361 26.6295 0.011 0.0135 0.0116
Si 0.3863 -4.9928 24.0597 0.0049 0.0024 -0.0012
Si 8.1872 0.18 30.0189 -0.0034 -0.0028 -0.0065
Si -0.1717 0.3658 15.6106 0.0057 -0.0002 -0.004
Si 7.0661 4.2599 31.1539 0.0092 -0.0078 -0.0291
Si 3.9648 1.212 31.2415 0.0201 -0.0017 -0.0076
Si 8.4853 5.6268 29.8748 -0.0188 -0.0042 0.0207
Si 0.8428 11.7495 28.6449 0.0131 -0.0084 0.0018
Si 5.7587 5.0472 27.5293 0.0595 0.0019 -0.0025
Si 3.7715 4.0915 28.6288 -0.0377 -0.0281 -0.0088
Si 9.5491 1.3984 31.4478 -0.0004 0.0181 0.0002
Si 1.3824 4.0078 31.3963 0.0023 -0.0145 0.0215
Si 2.6838 -0.175 29.7878 -0.0171 0.0151 -0.0043
Si 5.5649 8.1652 29.704 0.0014 0.007 -0.0086
Si 9.7088 6.9508 31.3004 0.0065 0.0001 -0.0055
Si 1.4552 9.5437 31.3477 -0.0099 -0.0148 0.0027
Si 12.0365 5.4666 28.0959 0.0097 0.0166 -0.0084
Si 0.0357 -0.0197 32.6783 0.0075 -0.0007 0.0078
Si 5.4737 -0.0314 32.578 -0.0061 -0.0003 0
Si 2.7862 2.6854 32.6793 -0.0132 0.0043 0.0024
Si 8.185 2.8121 32.675 0.0048 -0.0165 0.0035
Si 0.0191 5.4635 32.6621 0 0.0013 -0.0012
Si 5.4839 5.4674 32.4929 -0.0057 -0.0007 0.0056
Si 2.8187 8.1825 32.6586 0.0025 0.0072 0.0108
Si 8.2144 8.235 32.6044 -0.0049 0.0002 -0.0015
Si 1.3804 1.3642 34.0267 0.0044 -0.0015 0.0084
Si 6.8143 1.3764 33.9731 -0.0014 0.002 0.0032
Si 4.1513 4.1095 33.968 -0.0015 -0.0023 0.0032
Si 9.5719 4.1364 34.0305 0.0039 -0.0024 0.0006
Si 1.3954 6.8349 34.0014 -0.0033 -0.0025 0.0049
Si 6.8298 6.8324 33.946 0.0055 0.0035 0.0064
Si 4.1324 9.5814 34.0139 0.0021 -0.0019 0.0028
Si 9.5706 9.5684 34.0081 -0.0028 -0.003 0.0053
Si 2.6977 -0.0451 3.4189 0.0036 0.0037 -0.002
Si 8.2151 0.0262 3.4125 -0.0057 -0.001 0.0045
Si -0.0654 2.6923 3.405 0.002 0.0078 0.0062
Si 5.4999 2.7652 3.4084 0.0004 -0.0059 -0.005
Si 2.7717 5.5235 3.3813 -0.0061 -0.0014 0.0071
Si 8.2008 5.4526 3.4383 0.003 0.0014 -0.0052
Si -0.0002 8.2251 3.4208 -0.0024 -0.0048 -0.0047
Si 5.4587 8.2158 3.4242 -0.0032 0.001 -0.0001
Si 4.1048 1.362 4.6601 -0.0001 0.0007 0.0143
Si 9.5051 1.3656 4.8929 0.0021 -0.0045 -0.0056
Si 1.315 4.1599 4.5806 0.0083 -0.0086 0.0105
Si 6.852 4.0946 4.8782 -0.0061 0.0032 -0.0052
Si 4.0915 6.8808 4.8436 -0.0015 -0.0017 -0.0062
Si 9.541 6.8866 4.7571 0.0005 0.0002 0.0029
Si 1.2999 9.5822 4.8816 -0.0004 -0.0009 -0.0039
Si 6.8201 9.6311 4.7416 0.0099 -0.0069 0.0092
Si -0.1145 -0.0144 6.3129 -0.0098 -0.0025 0.0009
Si 5.4872 0.099 6.0894 0.0043 -0.0064 -0.0026
Si 2.8442 4.4322 13.0004 -0.0084 0.0028 0.0087
Si 8.1595 2.7089 6.364 0.0067 -0.0027 -0.0083
Si -0.4598 7.6356 8.7673 0.0171 0.008 -0.0027
Si 4.7786 2.4172 8.7952 -0.0068 0.0329 0.0053
Si 2.6975 8.2336 6.2536 0.0193 0.0112 -0.0078
Si 4.393 4.3841 10.3242 0.011 -0.0166 -0.0098
Si 6.8095 -3.9854 7.5628 0.0245 0.0028 -0.0336
Si 3.9776 -1.1361 13.7702 -0.0005 -0.0037 0.0003
Si 7.1872 3.5545 13.1045 0.0046 -0.0106 -0.0025
Si 7.5422 -0.5896 9.0536 -0.0003 0.0063 -0.0079
Si -0.8644 1.463 18.5759 -0.0034 0.0001 -0.0027
Si 8.6448 5.9155 8.7068 -0.0087 -0.0131 0.0006
Si 5.6663 8.6785 8.8256 0.0061 0.021 -0.0107
Si 15.0248 9.7512 7.4433 -0.0022 -0.0098 -0.0111
Si 7.9564 -0.3369 11.4242 0.0021 -0.0088 0.0167
Si 6.6983 1.3223 7.7768 0.0002 -0.0068 0.0007
Si -1.281 4.2153 7.4537 -0.0057 -0.0034 0.0068
Si 1.317 1.5745 7.3283 0.0175 0.0007 0.0005
Si 0.0407 5.5028 6.0008 0.0112 -0.0023 -0.0058
Si 13.5876 2.753 5.8177 -0.0135 0.0168 -0.0102
Si 1.9191 9.4852 15.6305 0.0037 -0.0162 -0.0075
Si 2.0702 11.0575 10.5557 -0.0009 -0.0148 0.0038
Si 3.9897 4.0002 7.228 0.0042 -0.0195 0.0146
Si 5.7505 -2.5678 18.0841 -0.0013 -0.005 -0.0059
Si 4.2714 5.8882 17.5234 0.0036 0.0031 -0.0032
Si 11.4962 3.3766 8.6742 0.002 0.0059 0.0002
Si 8.1406 8.2597 6.1043 -0.0369 -0.0182 0.0235
Si 13.4867 5.4671 -7.4047 0.0067 -0.0121 -0.0386
Si 1.3671 6.7269 7.5435 -0.024 0.011 0.0039
Si 9.3997 9.4863 7.6879 0.0115 0.0027 -0.0002
O 12.9148 -0.3541 23.2528 0.0054 0.0048 -0.0071
O 38.5716 5.3501 10.1571 -0.0136 -0.0001 0.0022
O 28.996 4.9139 14.0077 -0.0023 0.0007 0.0036
O 2.9476 13.1307 16.5579 -0.0001 -0.0032 0.0053
O 8.669 14.052 23.2868 -0.0036 -0.0039 -0.0021
O 17.0421 16.573 22.2683 0.0016 -0.0065 0
O 12.7986 12.4406 11.4137 0.0023 0.0011 0
O 15.6868 36.9844 24.041 0.0074 -0.0108 -0.0006
O -6.0121 33.3883 17.0113 -0.0021 -0.0034 0.0017
O -0.3916 5.3718 17.487 -0.0002 -0.0021 0.0004
O -31.2567 15.1204 12.008 0.0034 -0.0061 -0.0024
O 11.6917 14.5057 15.96 -0.0004 0.0006 0.0012
O 30.0904 -3.8739 21.8367 -0.0002 -0.0008 -0.0001
O -6.5174 22.27 13.3895 0.0063 0.0022 -0.0024
O 13.0258 3.4829 19.7161 0.0011 -0.0038 0.0035
O 8.2184 12.0834 21.7749 0.0018 -0.0041 -0.0032
O 35.2142 40.7518 15.7131 -0.0025 0.0023 0.0047
O 13.2179 12.5037 21.4504 -0.001 -0.0012 -0.0029
O 12.7396 16.9242 20.5955 -0.0018 -0.0032 0.0027
O 21.5043 4.6358 24.7091 -0.0053 -0.0034 0.0047
Si -1.0079 19.6873 24.5948 0.0187 -0.0069 -0.0042
Si -1.7125 52.0816 21.6146 0.0021 -0.0034 0.0158
Si 16.168 20.7561 20.7535 -0.0078 -0.0038 0.0074
Si 12.9234 12.7943 19.8685 0.0011 -0.0043 -0.0011
Si 12.8451 13.5264 15.3777 -0.0012 -0.008 0.0001
Si 22.4514 -2.5623 10.7681 0.0086 0.0068 0.0124
Si 22.7118 24.6419 11.6065 -0.0009 0.0019 0.0151
Si 3.2594 17.8138 25.0706 0.0031 -0.0149 0.0058
Si -3.5681 27.2437 10.6159 -0.0038 0.0081 0.0117
Si 18.0664 38.7544 17.6078 -0.0082 0.0027 0.0063
Si -5.464 38.3166 6.2045 -0.0036 0.0026 0.005
Si 14.0065 11.407 22.3532 -0.0055 -0.0097 0.0121
Si -0.0951 26.8151 15.946 0.0045 -0.0088 -0.0027
Si 9.5176 23.3787 13.1565 0.0184 0.01 0.0073
Si 11.4411 18.6146 27.755 0.0107 -0.0042 0.0311
Si 5.73 43.2895 16.0335 0.0033 -0.0041 0.0017
Si -0.888 15.1995 28.7185 -0.0121 -0.0092 0.0055
Si -23.6859 41.2172 27.3579 -0.002 0.0039 0.0445
Si 18.5783 1.4632 28.1394 -0.0144 0.0047 0.001
Si 8.99 -6.7382 24.4611 0.0049 0.0054 0.0059
Si 18.228 6.4417 23.0292 0.0091 0.0031 0.0123
Si 6.827 20.4994 31.1746 -0.0008 0.0028 0.0099
Si -2.6799 5.8267 14.7542 0.0043 0.0028 -0.001
Si 3.6176 8.6153 11.2443 -0.008 0.003 -0.0001
Si -10.8737 30.2313 29.9657 -0.0004 -0.0109 -0.015
Si 20.615 15.5837 18.6594 -0.0059 -0.0094 -0.0018
Si -11.9734 10.1136 28.8395 -0.0123 -0.0095 0.004
Si -7.8737 22.5428 8.5375 -0.0219 -0.0091 0.0088
Si 21.93 2.589 30.0678 -0.0035 0.0018 0.0237
Si -19.395 15.8844 8.7422 0.0157 -0.0016 -0.0065
Si 24.2324 17.3284 15.2431 0.0028 0.0093 -0.0008
Si 16.33 22.473 27.5237 0.0093 -0.0014 0.0103
Si -10.7166 17.1168 20.9648 -0.0011 -0.0083 0.0189
Si 4.1709 20.4686 28.3433 0.0095 -0.0027 0.0016
Si 8.8462 29.5612 12.3415 -0.0018 -0.0112 0.0038
Si 17.5501 25.2378 29.0153 -0.0148 -0.0052 0.0313
Si 27.0812 37.1029 22.4618 -0.0068 -0.0027 0.0026
O -15.2452 40.3974 23.9994 0.0036 -0.0026 -0.0043
O -23.393 41.8233 23.0843 -0.0025 -0.0038 -0.005
O 24.3076 9.9458 25.8161 0.002 -0.0007 0.004
O -24.4494 35.3648 13.574 -0.0018 0.0001 -0.0005
O 30.6496 30.6076 25.7504 -0.0149 -0.0003 -0.0264
O -18.138 38.2549 18.9848 0.0024 -0.0027 0.002
O 32.1235 -10.0512 17.061 0.0034 -0.0003 0.0042
O 32.5714 -14.5597 24.6573 -0.0131 0.0042 0.0051
O -37.5419 35.8452 22.087 -0.0012 -0.0039 0.0031
O 16.8052 2.6091 13.3503 -0.0028 0.0022 0.002
O 4.253 30.4076 12.7572 0.0022 0.0079 0.0064
O -19.1299 25.1219 14.138 0.0011 0.0008 0.0017
O -2.8347 26.86 18.4629 0.0053 -0.0035 0.0007
O 10.8127 24.3017 12.8581 -0.007 -0.0078 -0.0059
O 19.0793 16.4779 24.0885 0.0008 -0.0088 -0.0009
O 31.3518 37.6015 15.0863 0.001 -0.0012 0.0072
O -6.7858 33.9462 23.3957 0.006 -0.0048 0.0024
O 4.7692 19.1081 10.1717 -0.0137 -0.0066 0.0177
O 8.7651 18.0377 13.8637 0.0008 -0.0073 0.0042
O 6.7556 23.1935 24.0061 -0.0026 -0.0039 0.0032
O -1.7135 55.3362 11.7941 -0.0039 -0.0086 -0.0049
O 22.6409 38.9048 15.2273 -0.0048 -0.0074 0.0069
O -12.1044 46.7979 18.5248 0.0047 0.0001 0.0044
O -6.1349 9.4575 15.1431 0.0043 -0.0017 0.0044
O -7.612 32.0978 11.1883 0 -0.004 -0.0039
O -2.3094 9.5376 20.7149 -0.0045 0.0007 0.0014
O -2.4091 25.3893 25.8594 -0.004 -0.0043 0.021
O 17.4109 42.2791 17.0887 0.0009 -0.004 0.0051
O 16.6577 48.8971 17.333 -0.0005 -0.0021 0.0026
O -0.0284 20.9239 24.9377 -0.002 -0.0035 0.0029
O -5.4672 31.8242 24.3726 0.0043 0.0074 0.0054
O 21.8949 24.8709 10.2158 -0.01 -0.0082 -0.0019
O -23.1615 11.4393 14.4369 -0.0061 -0.0047 -0.0012
O 26.4307 29.3724 17.3913 -0.0002 -0.0099 0.0071
O 15.0614 37.1747 11.9719 0.0062 0.0004 0.0023
O 52.5375 44.462 19.234 0.0013 -0.0049 0.0093
O 35.8986 12.0336 18.9171 0.0015 -0.0038 -0.001
O 24.7601 16.8317 13.7586 0.0051 -0.0069 0.0028
O 4.9653 -9.888 25.9665 0.0037 -0.0109 -0.0102
O 12.1691 45.0704 25.2015 -0.0036 -0.0088 -0.0011
O -3.0652 17.6204 11.4771 0.0104 -0.0072 -0.0076
O 1.114 23.0859 15.0458 -0.0049 -0.0005 0.0067
O -5.2836 19.7363 21.9548 0.0025 -0.0039 -0.004
O 0.5049 23.1611 19.4602 -0.0002 -0.0014 0.002
O 3.9148 26.2878 21.4535 0.0017 -0.0052 0
O -48.2987 -0.0187 20.415 0.0055 -0.0006 0.0028
O -8.5457 20.8484 14.1196 -0.0029 0.0007 0.0052
O 13.5 32.2729 16.8424 0.0012 0.001 0.0036
O 29.3505 14.9433 11.5513 0.0027 -0.0064 0.0002
O -4.0296 -3.6415 18.5088 0.002 -0.0003 0.0028
O -7.1042 21.3998 21.2738 0.0054 -0.004 -0.0012
O 12.9171 27.9638 24.3205 -0.01 -0.0033 0.0062
O -0.4893 18.7825 11.9351 -0.0025 -0.0057 -0.0045
O -25.1029 17.3585 16.1602 -0.0003 -0.0049 0.0049
O 0.3039 31.6103 15.7284 -0.0042 -0.004 0.0021
O 14.9201 18.73 23.8706 0.0168 0.0122 -0.0082
O -11.6551 27.0671 20.0809 0.0003 -0.0042 -0.0031
O 33.561 10.0397 10.6684 -0.0091 -0.0056 0.0015
O 28.4495 55.1257 14.9339 0.0032 0.0024 0.0003
O -15.1979 22.235 12.1706 0.0108 -0.0103 -0.0054
O 14.1294 49.2723 16.3572 -0.0037 -0.008 0.0033
O 37.819 19.9568 19.3712 0.0019 -0.0044 0.0034
O 21.5305 18.6697 20.9011 0.0017 -0.0031 -0.0004
O -8.7839 18.7791 11.0489 -0.0074 -0.0022 -0.0035
O 21.9308 -5.2271 22.5015 0.004 0.001 -0.0144
O -2.7611 9.1538 12.165 -0.0093 0.0191 -0.0048

Results
free energy: -153796.818 eV
free energy less fixed offsets of O -568.88, Si -635.61 eV per atom: 2.512 eV

The program warned: the cutoff lies below the one the program advises for these potential files; the exchange-correlation potential is rough where the density is thin.
